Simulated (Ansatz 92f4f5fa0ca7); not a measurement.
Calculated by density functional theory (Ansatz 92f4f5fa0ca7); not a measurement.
Periodic cell of 254 atoms, Si144O106N4, from a study of silicon, its oxide and their interface. The atomic structure is a simulated model.
This geometry differs little from another in the collection (a relaxation step or a small displacement).

Settings: functional r2SCAN; potential files Ansatz PAW; basis plane waves; wave-function cutoff 800 eV; density cutoff ratio 5; exchange-correlation grid ratio 1; k mesh 1 x 1 x 1, shifted by 0.5 0.5 0 of a step; self-consistency stop 1e-10 eV per atom in the density residual; occupations fixed; spin none; net charge 0.

Cell vectors (angstrom)
a	10.887	0	0
b	0	10.887	0
c	0	0	36.2444

Atoms and the computed forces on them: element, x, y, z (angstrom), force x, y, z (eV/angstrom)
Si	-0.5597	0.5593	0.069	-0.0137	0.0136	0.0688
Si	2.4135	3.1549	-0.0045	-0.0157	0.0083	0.076
Si	0.0653	5.269	-0.0451	0.0163	-0.0166	0.0835
Si	2.6741	8.082	0.1681	-0.0028	0.0072	0.0808
Si	5.6732	-0.16	0.0321	0.0108	-0.0129	0.0771
Si	8.1401	2.7021	0.4475	0.002	-0.0041	0.0307
Si	5.9262	4.8751	0.0506	0.017	-0.0084	0.0808
Si	7.9568	8.5736	0.0153	-0.0195	0.0086	0.0826
Si	1.2475	1.5296	1.2868	-0.002	-0.0003	-0.0031
Si	4.0949	4.0946	1.3775	-0.0017	0.0008	-0.0012
Si	1.2584	6.7545	1.4088	-0.0021	-0.0016	-0.0017
Si	4.0329	9.5914	1.3252	-0.0012	0.0016	-0.0022
Si	6.7187	1.2878	1.5722	-0.0017	0	-0.0043
Si	9.5658	4.1565	1.5149	-0.0022	0.0001	-0.0052
Si	6.8472	6.7935	1.1901	0.0011	0.0007	-0.0074
Si	9.4253	9.709	1.4218	-0.0021	0.0005	-0.0043
Si	0.017	2.7829	2.8414	0.0002	0.0018	0.0015
Si	2.64	0.0945	2.6335	-0.0015	-0.001	0.0022
Si	-0.0685	8.2398	2.681	-0.001	0.0002	0.0004
Si	2.725	5.4617	2.7534	-0.0024	-0.0025	0.0004
Si	5.328	2.6936	2.8019	0	-0.0007	0.0009
Si	8.1146	0.0132	2.9191	-0.0012	-0.001	0.0016
Si	5.4214	8.1365	2.6223	0.0011	0.0004	-0.0004
Si	8.1567	5.5573	2.732	-0.001	-0.0023	0.0003
Si	1.4036	4.1094	4.1581	0.0009	-0.0014	0.0003
Si	3.9889	1.3444	4.1255	-0.0021	0.0013	-0.001
Si	1.3239	9.581	4.0259	-0.0007	-0.001	-0.0011
Si	4.0825	6.8403	4.0711	-0.0019	-0.0011	-0.0002
Si	6.7741	4.1177	4.04	-0.0021	0	-0.0021
Si	9.5162	1.4083	4.1671	-0.0024	-0.0007	-0.0004
Si	6.7418	9.4587	4.1098	0.0005	-0.0008	-0.0001
Si	9.5002	6.8831	4.1046	-0.0026	0.0006	-0.0002
Si	-0.0141	0.0131	5.473	-0.0023	0.0002	-0.0013
Si	2.7104	2.7181	5.5168	-0.0022	-0.0009	-0.0006
Si	-0.0051	5.4969	5.4353	-0.0029	-0.0011	-0.0008
Si	2.6995	8.2107	5.3907	-0.0015	-0.0006	-0.001
Si	5.3884	-0.032	5.4361	-0.0002	0.0002	-0.0004
Si	8.1295	2.778	5.4501	-0.0002	-0.0006	-0.0005
Si	5.4318	5.4464	5.4357	-0.0026	-0.0002	-0.0014
Si	8.1261	8.171	5.4946	0.0004	-0.0007	-0.0008
Si	1.3498	1.3552	6.8465	-0.0019	-0.0002	-0.0009
Si	4.1036	4.0754	6.8277	-0.0013	0.0002	-0.001
Si	1.3662	6.8428	6.7804	-0.002	-0.0008	-0.0016
Si	4.0404	9.5201	6.8048	0	0.0001	-0.0008
Si	6.7779	1.3565	6.765	-0.0011	-0.0004	-0.0014
Si	9.5319	4.1084	6.791	-0.0016	0.0001	-0.0014
Si	6.7941	6.7754	6.8228	-0.0023	-0.0001	-0.0011
Si	9.5002	9.5353	6.8283	-0.0006	-0.001	-0.0009
Si	-0.0022	2.7415	8.1667	-0.0022	-0.0001	-0.0006
Si	2.7095	-0.0132	8.189	-0.0022	-0.0009	-0.0004
Si	0.0192	8.1911	8.161	-0.001	-0.0004	-0.0005
Si	2.7038	5.4382	8.1351	-0.002	-0.0005	-0.0014
Si	5.4542	2.6834	8.1744	-0.0013	-0.001	-0.0013
Si	8.1299	0.0211	8.1614	-0.0007	0.0006	-0.0009
Si	5.3837	8.1213	8.1336	-0.001	-0.0004	-0.0011
Si	8.2027	5.4485	8.1678	-0.0003	-0.0005	-0.0013
Si	1.3888	4.075	9.5396	-0.0012	-0.0013	-0.0006
Si	4.0747	1.3259	9.5462	-0.0023	0.0004	-0.0016
Si	1.3491	9.5437	9.5664	-0.0028	0.0003	-0.0015
Si	4.0146	6.7857	9.5194	-0.0001	-0.0004	0
Si	6.8515	4.0555	9.4795	-0.001	-0.0004	-0.0017
Si	9.5519	1.3565	9.5072	0.0015	-0.0002	-0.0004
Si	6.7393	9.4881	9.4517	0.0006	0.0004	-0.0016
Si	9.624	6.7752	9.5158	-0.0022	-0.0005	-0.0002
Si	0.0291	0.0482	10.9402	-0.0008	0.0013	0
Si	2.7203	2.6876	10.9172	-0.0022	-0.001	-0.0001
Si	0.1248	5.4589	10.9641	0.0004	0.0013	0.0003
Si	2.6332	8.1144	10.9261	-0.0019	0.0007	-0.0008
Si	5.3577	-0.1256	10.8814	-0.0019	-0.0017	0.0016
Si	8.2513	2.7451	10.843	-0.0014	-0.0004	0.0009
Si	5.4168	5.3829	10.7662	0.0001	-0.0027	-0.0003
Si	8.196	8.1639	10.7142	-0.0009	0.001	-0.0017
Si	1.387	1.4014	12.4062	0.0001	-0.0001	-0.0029
Si	4.1399	4.0285	12.2098	-0.0019	0.0008	0.0005
Si	1.4109	6.8095	12.489	-0.0011	-0.0014	0.0017
Si	3.9111	9.4235	12.3413	-0.0017	0.0016	0.0008
Si	6.8583	1.2688	11.9838	-0.0013	-0.0018	-0.0021
Si	9.6692	4.0671	12.2604	0.0007	-0.0032	0.0009
Si	6.8379	6.7598	11.9604	0.0008	-0.001	-0.0021
Si	9.5096	9.482	12.1276	0.0021	-0.0015	0.0005
Si	0.1246	2.866	13.8494	-0.0036	-0.0011	-0.0031
Si	2.4703	-0.1465	13.8587	-0.002	0.0004	-0.0024
Si	-0.2888	8.1282	13.6966	0.0052	-0.0059	-0.006
Si	3.0475	5.4391	13.7663	-0.0025	0.003	-0.0037
Si	5.4859	2.4786	13.3475	-0.0022	0.0034	0
Si	8.2082	0.0357	13.3983	0.0005	0.0025	-0.0037
Si	5.5335	8.0506	13.378	0.0021	0.0004	0.0017
Si	8.1356	5.4062	13.3616	-0.0051	-0.001	-0.0024
Si	1.5178	4.4511	15.2095	0.0067	0.0179	0.1097
Si	4.3943	0.9113	14.7143	-0.0013	0.0129	0.0781
Si	0.4665	9.7333	15.2433	0.003	-0.0233	0.0815
Si	5.0592	6.2895	14.9111	0.008	0.0195	0.0955
Si	6.9909	3.7753	14.5554	0.0034	-0.0066	0.0451
Si	9.4007	1.4317	14.8558	-0.0064	-0.0099	0.0528
Si	6.7984	9.535	14.6244	-0.0084	0.0166	0.0647
Si	8.8009	7.0426	14.9273	-0.007	-0.0253	0.0986
Si	9.4552	-9.1773	26.9203	-0.0209	-0.0035	0.2007
Si	10.4925	-4.4649	28.5016	-0.0034	0.0258	0.243
Si	3.2374	2.0407	28.5553	0.0483	0.0008	0.2182
Si	-8.8758	18.8653	27.2693	-0.0056	0.0178	0.2235
Si	12.2325	-3.7938	16.8177	0.0198	-0.0148	0.1919
Si	7.9082	13.4995	17.1622	-0.0148	0.0198	0.152
Si	4.7576	7.7437	28.5684	0.0317	-0.0177	0.2212
Si	18.1769	-6.9374	26.2669	0.0188	-0.0012	0.2112
Si	3.2187	13.5407	17.1402	0.0194	-0.0175	0.1964
Si	4.4283	7.0359	17.6923	-0.0095	0.0002	0.231
Si	28.4695	4.5392	21.5862	0.0286	-0.014	0.2514
Si	24.8421	-0.0348	21.4965	-0.0436	0.0253	0.2318
Si	6.0558	0.3765	16.9628	-0.0388	0.0076	0.1711
Si	13.3142	-4.9482	20.5913	0.0336	0.007	0.1941
Si	22.0906	4.8929	24.6913	0.0072	0.0156	0.2221
Si	-3.0789	-2.0438	24.4093	-0.024	0.0259	0.2423
Si	17.1203	-33.9797	30.677	-0.0042	-0.0161	0.2177
Si	16.0663	16.3079	30.3321	-0.0137	0.0464	0.2232
Si	2.9006	6.411	24.6835	-0.0414	-0.022	0.2344
Si	8.6017	19.1108	19.3122	-0.0435	-0.0243	0.218
Si	28.3861	-3.7147	32.4901	0.011	-0.0194	0.2246
Si	11.4966	1.3322	22.2552	-0.0274	0.0217	0.1902
Si	26.4062	4.4111	19.2798	0.0196	0.0116	0.2293
Si	3.8316	7.8758	22.3727	0.0104	-0.0173	0.2266
Si	-1.3846	-10.2653	24.1887	-0.0102	-0.0059	0.2112
Si	2.9151	1.6101	23.9378	-0.0077	0.0185	0.2353
Si	-11.0591	17.216	19.4695	0.0204	-0.013	0.2023
Si	7.3571	-10.5596	28.5054	-0.0203	-0.0236	0.2104
Si	12.8727	-1.7433	31.6113	-0.025	0.0178	0.1961
Si	3.4748	11.2556	18.7541	-0.0348	-0.028	0.2194
Si	-5.206	9.5259	26.3852	-0.0095	0.0041	0.2252
Si	9.3637	3.1341	22.6664	0.033	-0.008	0.2104
Si	-6.5113	6.4202	34.3411	0.0211	-0.0248	0.2031
Si	4.9552	4.0599	24.2478	0.0034	-0.0224	0.2302
Si	-1.869	-0.1284	17.4024	-0.0205	-0.0363	0.1747
Si	14.7422	-10.2866	31.232	-0.029	-0.0207	0.2478
Si	0.0425	7.1262	31.3116	0.0127	0.0309	0.2385
Si	-19.0151	-15.4706	31.9608	0.0037	0.0098	0.1989
Si	-1.6214	-3.9491	33.9881	0.011	-0.0082	0.2209
Si	-1.9311	6.4928	26.0492	-0.0015	-0.0219	0.1999
Si	27.7229	-7.8056	28.7215	-0.0392	0.0035	0.1953
Si	12.2481	-0.8319	34.5225	-0.0266	0.0123	0.1827
Si	8.588	-5.2698	17.7665	0.0066	0.0194	0.2068
Si	11.6472	-7.2335	27.5203	0.0287	0.0106	0.205
Si	14.1672	-13.117	19.6478	-0.0285	0.0108	0.2159
Si	3.6959	-20.6105	34.3375	0.0105	0.0165	0.2126
Si	6.9562	-3.2364	21.7119	-0.0111	-0.0142	0.2517
Si	13.6924	-0.1489	26.4628	0.0215	-0.0287	0.2152
O	-5.7945	6.2079	28.9223	-0.0056	0.0392	-0.1094
O	-0.0083	-0.0775	34.9105	0.0331	-0.0301	-0.0797
O	5.3505	-3.5027	33.4897	0.0395	0.019	-0.1038
O	10.2311	4.1674	23.6057	-0.0463	-0.0456	-0.122
O	15.0518	5.3906	24.7438	0.0112	-0.0062	-0.0753
O	-12.6458	-4.3414	27.6566	-0.0262	-0.0043	-0.1316
O	3.8079	7.2159	35.6169	0.0289	-0.0372	-0.09
O	8.8248	-21.1401	27.9434	0.0425	0.0323	-0.0917
O	3.7009	-9.6752	32.7302	0.0083	-0.0216	-0.1815
O	6.7754	-1.2717	35.7557	-0.0011	-0.0034	-0.0427
O	10.0883	-5.0456	34.8987	-0.0417	0.0422	-0.1104
O	5.5342	-2.7473	27.2143	0.0213	0.0473	-0.1152
O	3.1717	8.0088	28.4074	-0.0429	0.004	-0.1033
O	-2.9276	7.0174	18.3876	0.0006	-0.0433	-0.1011
O	3.1258	-5.0043	33.4779	-0.0411	0.0036	-0.1296
O	2.1112	14.5476	16.539	-0.039	0.0323	-0.0985
O	1.0873	8.6251	16.317	-0.0278	0.0607	-0.0881
O	4.9985	5.7845	18.5337	-0.0083	0.0438	-0.1026
O	3.2044	17.3194	21.9143	-0.0343	-0.0282	-0.1322
O	2.6298	10.9723	34.891	0.0028	0	-0.0663
O	3.2302	4.6397	20.0899	0.0282	-0.02	-0.089
O	4.8574	10.9514	17.9987	0.0775	0.0056	-0.114
O	22.6035	5.6595	20.5714	-0.0337	0.0165	-0.0872
O	4.5896	8.2821	18.7383	0.03	-0.032	-0.1112
O	7.804	15.0561	17.6969	0.0011	-0.0369	-0.0735
O	6.7369	-9.17	29.0587	0.0146	-0.0013	-0.0688
O	34.7813	-7.7278	28.2376	-0.0423	0.0212	-0.0788
O	2.5444	1.4682	18.0307	0.0006	0.0462	-0.0987
N	5.6161	10.7176	15.3943	0.0032	-0.0218	-0.1005
O	8.5123	-11.5079	24.2447	0.01	0.0018	-0.0708
O	24.3607	20.7739	18.8614	0.0025	0.0183	-0.0916
O	14.7495	11.6179	20.3005	0.0238	0.0134	-0.1574
O	5.2466	-13.1205	29.8	-0.0336	-0.0414	-0.1351
O	-3.4446	-0.4689	17.0885	-0.0105	-0.0035	-0.071
N	10.0825	-0.0201	15.9827	0.0241	0.0172	-0.1013
O	-4.9378	15.806	15.2873	0.0069	-0.0096	-0.0476
O	21.2458	-4.7925	25.3712	0.0284	-0.0234	-0.0893
O	13.9063	7.9131	31.8554	-0.0014	0.002	-0.0627
O	1.5083	0.4339	21.2695	0.0475	-0.0376	-0.0958
O	3.5514	0.4633	22.9639	0.014	-0.0581	-0.1485
O	0.8969	5.8784	15.8126	0.0015	-0.0496	-0.0834
O	7.8026	8.323	15.3037	-0.0047	0.004	-0.045
O	29.2392	-13.2223	20.451	0.0559	0.0289	-0.154
O	-5.4594	-13.8993	22.1755	0.004	-0.0001	-0.0824
O	13.3069	0.9151	25.3151	0.0051	0.0544	-0.1576
O	14.8964	1.9388	15.9456	0.0199	-0.039	-0.1129
O	9.8403	7.5259	20.1319	-0.0002	-0.004	-0.0847
O	10.5772	13.365	27.7669	-0.011	-0.0122	-0.074
O	17.3337	1.9207	17.3187	0.0143	-0.0023	-0.0568
O	19.001	3.7799	21.8707	-0.0495	0.0285	-0.0918
O	-1.8495	6.1205	16.288	0.0055	0.0412	-0.1496
O	-1.1344	-5.6915	18.8342	-0.0349	-0.0083	-0.0938
O	13.637	-0.5375	30.9015	0.0228	0.0236	-0.0791
O	6.2338	6.1158	31.3353	-0.0372	-0.0468	-0.1315
O	-6.6009	14.2269	18.1409	-0.0352	-0.0472	-0.1205
N	19.1042	2.6891	15.4773	0.0027	0.0004	-0.0933
N	14.2127	-1.7343	21.3198	0.0013	-0.0026	-0.1457
O	19.8292	12.38	17.8461	0.001	-0.0029	-0.0707
O	30.5357	-8.9358	23.614	0.0035	0.0387	-0.0965
O	-5.1835	-17.4037	22.8541	0.0582	0.0225	-0.1715
O	8.3869	2.7659	26.3126	0.0003	0.0103	-0.0718
O	13.3964	-3.631	19.6647	0.0071	0.017	-0.0922
O	14.5835	-5.4304	30.9757	0.0512	-0.0293	-0.104
O	-1.66	20.4382	18.5329	0.0176	0.0756	-0.1136
O	-19.3131	6.8774	26.1733	0.0289	-0.0544	-0.1561
O	7.8367	-4.3784	33.3373	-0.0472	0.0089	-0.097
O	21.305	2.3894	21.6525	0.0125	-0.0029	-0.0774
O	18.7586	5.3471	25.7107	0.0025	0.0113	-0.0683
O	2.9089	6.8592	17.1385	-0.0328	-0.0063	-0.0844
O	-2.3494	-13.8264	25.5333	-0.0198	0.0416	-0.0986
O	5.86	-6.8721	20.2818	-0.0671	-0.0095	-0.1485
O	22.2729	-14.7949	18.1654	0.0364	0.0224	-0.1437
O	11.1809	4.9809	28.3018	0.0072	-0.0396	-0.0888
O	12.7073	-1.4294	26.6178	0.0026	0.0221	-0.0729
O	4.2565	-11.5987	26.0862	-0.0042	0.0067	-0.0733
O	6.5026	-11.1806	27.282	-0.0283	-0.0356	-0.1188
O	1.5583	-2.1856	35.3793	-0.0195	0.0287	-0.0857
O	1.2679	4.2353	35.7198	0.002	0.0029	-0.0406
O	-4.8262	3.5749	25.3161	-0.0643	0.0091	-0.1312
O	-0.8233	-4.2809	30.0624	-0.0119	-0.0302	-0.1777
O	-3.0605	-13.7311	23.0199	-0.0285	-0.0462	-0.1791
O	5.3308	-0.0775	31.2157	0.0329	-0.0168	-0.0793
O	1.3577	9.7189	32.9757	0.0255	-0.0351	-0.1589
O	14.442	-9.132	30.1359	-0.0179	0.0507	-0.1612
O	16.1158	7.1669	16.3079	0.0178	-0.0197	-0.1387
O	-0.7388	-3.5178	32.7063	0.0485	0.0044	-0.1509
O	12.5167	16.4859	24.0466	0.0201	0.0066	-0.0848
O	-7.5407	7.8079	23.929	0.0303	0.0395	-0.153
O	6.7923	4.0904	27.7949	0.043	0.0193	-0.133
O	7.0793	-7.145	35.9337	-0.0113	0.0112	-0.0387
O	-0.1671	0.2643	23.1983	0.0459	0.0118	-0.1006
O	11.7195	-17.8548	25.9104	-0.01	0.0318	-0.153
O	7.1109	6.0842	21.3586	0.0032	0.0105	-0.0787
O	10.0856	0.9225	25.6667	0.0025	-0.033	-0.1462
O	16.0031	0.6937	34.9822	-0.0383	0.0252	-0.0926
O	6.9016	-2.247	31.8398	-0.0182	0.057	-0.1111
O	22.4951	-2.3633	30.8269	-0.0192	-0.015	-0.0832
O	3.9382	2.8164	24.1509	-0.0066	-0.0124	-0.0713
O	18.2968	10.1751	29.7469	0.0297	0.0493	-0.1229
O	17.2133	-12.6008	24.9599	0.0514	-0.0235	-0.1265
O	11.5269	-14.2181	27.998	0.0323	0.0089	-0.0901
O	12.0959	-4.8555	31.6252	-0.019	0.0001	-0.0723
O	3.1974	-8.2962	34.9137	0.0254	-0.038	-0.0894
O	-8.0476	11.5195	27.8802	-0.0185	-0.0485	-0.1254
O	-9.275	2.2135	23.1921	-0.0229	-0.0159	-0.0924
O	16.5145	-6.9906	30.0816	0.0217	-0.053	-0.1041
O	9.1739	1.6707	35.8744	0.0084	-0.0097	-0.03
O	8.8983	-13.6023	34.977	0.0258	-0.0357	-0.1062
O	5.2634	-16.5998	34.8383	-0.0302	0.0322	-0.0988
O	4.6003	-19.1217	27.9395	-0.0033	-0.0008	-0.0776

Results
free energy: -154109.174 eV
free energy less fixed offsets of N -386.36, O -570.45, Si -639.56 eV per atom: 0.606 eV

The program warned: the cutoff lies below the one the program advises for these potential files; the forces do not sum to zero within the program's tolerance; empty levels may hold ghost states of the PAW files; the exchange-correlation potential is rough where the density is thin.
